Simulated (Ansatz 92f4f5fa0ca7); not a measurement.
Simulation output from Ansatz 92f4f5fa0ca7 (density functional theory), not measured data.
Periodic cell of 226 atoms, Si133O92P1, from a study of silicon, its oxide and their interface. The atomic structure is a simulated model.
Doubt: the cutoff is far below the 930 eV that the study's wrapper takes by default for these files, so forces and energies are approximate.
This geometry differs little from another in the collection (a relaxation step or a small displacement).

Settings: functional PBE; potential files Ansatz PAW; basis plane waves; wave-function cutoff 580 eV; density cutoff ratio 5; exchange-correlation grid ratio 1; k mesh 1 x 1 x 1, Gamma-centred; self-consistency stop 5e-08 eV per atom in the density residual; occupations fixed; spin none; net charge +1 e, with a uniform compensating background and no finite-size correction.

Cell vectors (angstrom)
a 10.938 0 0
b 0 10.938 0
c 0 0 31.9494

Atoms and the computed forces on them: element, x, y, z (angstrom), force x, y, z (eV/angstrom)
Si 10.6275 0.0002 24.4195 -0.0014 -0.0025 0.0003
Si 5.0754 0.1235 24.6647 0.0015 0.0003 -0.0015
Si 2.8198 2.2919 24.5304 0.0002 0.0022 -0.0003
Si 8.5708 2.4375 24.5645 -0.0009 -0.0004 -0.0012
Si 10.7074 5.5847 24.3342 0.0022 0.0015 -0.0007
Si 5.1597 5.6141 24.4507 -0.0004 -0.0019 -0.0005
Si 2.9898 7.9556 24.4087 -0.002 -0.0007 -0.0015
Si 8.4171 7.8301 24.4199 -0.0001 0.0022 0.0012
Si 1.2924 1.131 25.8453 0.0002 0.0001 -0.0019
Si 6.8147 1.3299 25.7401 -0.0006 0.0002 -0.0008
Si 3.9835 4.0111 25.7322 0.0001 0 -0.0014
Si 9.6886 4.0235 25.8569 -0.0011 -0.0006 -0.0017
Si 1.3371 6.7952 25.6697 -0.0009 0.0005 -0.0006
Si 6.8038 6.7233 25.7571 0.0001 -0.0003 -0.0025
Si 3.9999 9.4688 25.9628 -0.0009 0.0011 -0.0008
Si 9.4817 9.4412 25.8052 -0.0005 0.0002 -0.0017
Si 2.6339 -0.1322 27.2973 0.0004 -0.001 0.0007
Si 8.138 -0.0644 27.1464 0.0017 0 -0.0002
Si 0.0788 2.6553 27.2158 0.0008 0.0002 0.0015
Si 5.4506 2.7226 27.1119 -0.0007 -0.0007 0.0003
Si 2.665 5.4182 27.1097 0.0001 -0.0001 0.0001
Si 8.1926 5.371 27.1392 0 0.0001 0.0023
Si 0.0107 8.153 27.1339 0.0013 0 0.0001
Si 5.5111 8.1437 27.1862 0.0012 0.0006 0.0019
Si 4.086 1.3308 28.5006 0.0014 0.0003 -0.0003
Si 9.5427 1.3189 28.5088 -0.0012 -0.001 -0.0005
Si 1.3885 4.0703 28.5694 0.0007 -0.0001 0.0002
Si 6.8059 4.0629 28.5258 0.0007 -0.0004 0
Si 4.0785 6.7795 28.4913 -0.0003 -0.0011 0.0002
Si 9.5588 6.7837 28.4895 0.0003 -0.0005 0.0008
Si 1.2878 9.4806 28.6345 -0.0006 -0.0011 -0.0013
Si 6.8222 9.5423 28.5674 -0.0006 -0.0005 0.0004
Si -0.0458 -0.0167 29.9365 0.0017 0.0011 0.0006
Si 5.4501 -0.0078 29.9043 -0.0006 -0.0001 0.0001
Si 2.772 2.7196 29.9053 -0.0008 -0.0005 0.0002
Si 8.1851 2.707 29.8786 -0.0001 0.0008 0.0002
Si -0.0142 5.4437 29.8995 -0.0014 0.0008 0.0002
Si 5.4554 5.452 29.8905 0.0004 0.0009 0.0002
Si 2.7355 8.1465 29.9147 0.0007 0.0015 0.0006
Si 8.2222 8.1822 29.8865 0 -0.0012 0
Si 1.3664 1.3793 31.2558 -0.0003 0.0001 0.0001
Si 6.8217 1.3757 31.2675 -0.0005 -0.0005 -0.0004
Si 4.1158 4.0916 31.2827 0.0001 0 -0.0002
Si 9.5446 4.0869 31.2583 0.0012 0.0003 0.0004
Si 1.3583 6.8149 31.2836 -0.0003 -0.0012 0.0001
Si 6.824 6.8513 31.2473 0.0002 0.0016 0.0001
Si 4.0815 9.5665 31.2677 0.0005 -0.0007 0
Si 9.5469 9.5543 31.2981 -0.0014 -0.0005 0
Si 2.7359 0.0271 0.6852 -0.0002 0.0002 -0.0007
Si 8.197 0.0279 0.6834 0.0014 0.0005 0
Si 0.0082 2.7563 0.6842 -0.0004 -0.0004 -0.0003
Si 5.4834 2.7562 0.7157 0.0007 0.0001 0.0001
Si 2.7459 5.4682 0.6905 0.0002 0.0015 0.0003
Si 8.2017 5.5012 0.667 -0.0006 -0.0001 -0.0004
Si 0.0155 8.2216 0.7107 0.0008 0.0004 0.0002
Si 5.4756 8.2345 0.6918 -0.0008 -0.0008 -0.0002
Si 4.099 1.3959 2.0745 -0.0009 0.0004 -0.001
Si 9.5973 1.3747 2.0491 0.0003 -0.0003 0.0012
Si 1.3614 4.1454 2.0612 -0.0019 0.0006 -0.0018
Si 6.8394 4.1738 2.0535 -0.0001 0.0003 0.0005
Si 4.0971 6.8657 2.0514 0.0005 0.0005 0.0006
Si 9.5739 6.8554 2.0628 -0.0002 -0.0008 -0.0019
Si 1.367 9.633 2.0691 0.0001 -0.0004 0.001
Si 6.8245 9.646 2.0541 0.0003 -0.0028 -0.0023
Si 0.0296 0.0569 3.4891 -0.0021 0.0019 0.0006
Si 5.4782 0.0603 3.466 -0.001 0.0009 0.0019
Si 2.716 2.7824 3.4162 -0.0001 -0.0024 0.0022
Si 8.2511 2.8084 3.3466 0.0061 0.0035 -0.0001
Si 0.0284 5.5292 3.4635 0.0036 0.0014 -0.0001
Si 5.4783 5.5438 3.4494 -0.0002 0.0029 0.0026
Si 2.7393 8.2658 3.4017 0.0002 -0.0034 -0.0009
Si 8.2368 8.3046 3.3741 0.0023 0.003 0.0005
Si 1.3767 1.4737 4.8654 -0.0002 0.001 -0.0043
Si 6.9046 1.5069 4.7301 -0.0005 -0.0006 0.0021
Si 4.0578 4.1673 4.7701 0.0028 0.0032 0.0025
Si 9.6229 4.0954 4.7832 -0.0074 -0.0018 -0.0017
Si 1.3692 6.9714 4.8315 -0.0023 0.005 -0.0016
Si 6.8379 7.0411 4.7458 -0.0041 -0.0072 0.0037
Si 4.0898 9.5916 4.8017 -0.0023 0.0035 -0.0015
Si 9.5878 9.6024 4.8382 0.0044 -0.0019 -0.0004
Si 2.7463 0.0403 6.1534 0.0042 -0.0014 0.0056
Si 8.2787 0.1527 6.0963 -0.0016 -0.0008 0
Si 0.0026 2.809 6.3265 0.0002 -0.0009 0.0018
Si 5.5108 2.8558 6.0847 -0.0051 -0.0037 -0.0013
Si 2.755 5.6149 6.1487 0.0037 -0.004 0.0028
Si 8.2439 5.6008 5.9445 0.0006 0.0037 -0.0021
Si 0.0541 8.3331 6.3449 -0.0001 0.0006 0.0021
Si 5.4858 8.3316 6.2458 0.0039 -0.0046 0.0051
Si 4.4069 1.2048 7.3492 -0.0049 0.002 -0.0022
Si 9.795 1.1605 7.6389 0.0009 -0.0004 0.0019
Si 1.1665 4.5242 7.4925 0.0031 0.0023 0.0099
Si 6.6378 4.558 7.2772 -0.0016 0.0059 0.0009
Si 4.3207 6.7251 7.559 -0.0019 0.0015 -0.0088
P 9.7264 6.6496 7.4213 -0.0033 0.005 -0.0187
Si 1.2753 9.9609 7.7462 -0.0004 -0.0022 -0.0045
Si 6.7035 10.0055 7.4162 -0.0002 -0.0037 0.0019
O 9.5861 1.2391 23.9877 0.0009 0.0018 0.001
O 4.1069 6.8045 23.9527 0.0009 0.0011 0.0011
O 4.0111 1.2383 24.035 -0.0002 -0.0005 0.001
O 9.5351 6.6985 23.9043 -0.0003 -0.0006 0.0003
O -0.0979 5.6277 7.9796 0.0111 -0.0079 -0.0006
O 5.5595 0.1586 7.9508 0.0016 0.0018 -0.0006
O 0.0539 0.095 8.1665 0.0006 0.0009 0.001
O 5.5464 5.6455 7.8956 -0.0001 0.0005 0.0032
O 7.6405 4.0071 8.4383 0.001 0.002 -0.004
O 8.779 7.0688 8.652 -0.0073 0.0007 0.0157
O 2.1763 9.4667 9.0643 -0.0003 0.0001 0.0007
O 8.8722 1.6885 8.9273 0 -0.0015 -0.0016
O 7.665 9.4822 8.6659 -0.0032 0.0025 -0.0032
O 3.5406 1.8825 8.5649 0.0022 -0.0037 -0.0031
O 3.5576 7.2262 8.9509 0.0007 -0.0008 0.0011
O 2.0043 4.0692 8.8428 -0.0068 0.0037 -0.0111
O 8.1423 3.4934 23.3666 0.0007 -0.0005 0.0018
O 0.4463 4.9263 22.9552 -0.0005 0 0.0013
O 1.8954 2.7393 23.248 0.0007 -0.0012 0.0018
O 5.8368 4.9094 23.122 -0.0003 0.0005 0.0013
O 5.5239 9.9809 23.5126 -0.001 0.0006 0.0023
O 2.4488 8.6945 23.0292 0.0009 -0.0004 0.0015
O 0.1934 10.0637 23.0926 0.0002 0.0005 0.0011
O 7.786 8.5728 23.0816 0.0001 -0.0004 0.0004
Si 8.668 7.6924 18.447 -0.0001 -0.0001 -0.0006
Si 8.7919 6.3439 13.6382 0.0003 0.0004 0.0028
Si 3.8077 1.5233 14.7271 0 0 0.0023
Si 2.1447 5.741 17.6322 -0.0002 -0.0001 -0.0002
Si 2.4174 3.1365 19.4931 -0.0001 0.0001 -0.0015
Si 9.8282 9.0058 12.0697 0.0001 -0.0005 0.0034
Si 1.3346 9.4186 22.0792 0 -0.0001 -0.0018
Si 9.1893 0.9318 13.177 -0.0001 -0.0001 0.0028
Si 1.4209 5.0451 13.0435 -0.0002 0.0002 0.0029
Si 1.8051 8.2451 12.8378 -0.0002 0 0.0031
Si 6.6491 9.5498 22.4303 0.0008 -0.0003 -0.0019
Si 4.5333 4.5907 15.7068 0 -0.0002 0.0017
Si 8.2057 3.0357 9.5981 -0.0007 -0.0013 0.005
Si 0.85 8.2391 19.2667 0 -0.0002 -0.0014
Si 6.9523 1.3457 21.0937 0.0001 0 -0.0017
Si 8.2532 8.337 9.6502 0.0015 -0.0002 0.0032
Si 10.889 5.2089 15.6199 -0.0003 0 0.0016
Si 7.5775 9.4946 16.3217 0.0001 -0.0001 0.0013
Si 9.9328 2.0461 20.2944 -0.0001 -0.0001 -0.0017
Si 3.2239 8.5142 9.9388 -0.0013 0.0009 0.0022
Si 6.6971 3.3391 17.4066 0 -0.0001 0
Si 1.1709 0.2029 19.804 0 0 -0.0014
Si 3.2191 2.8031 12.305 0.0005 -0.0008 0.0023
Si 7.225 5.3866 19.683 -0.0001 -0.0002 -0.0014
Si 5.7739 8.6521 11.5276 0.0005 0.0003 0.0024
Si 5.7934 6.0609 13.2051 0 -0.0002 0.0028
Si 4.6435 9.6989 17.6308 0 0 -0.0001
Si 1.0189 3.5924 22.1719 -0.0003 0.0001 -0.0023
Si 4.899 1.4792 18.8035 0 -0.0003 -0.0011
Si 3.1511 3.1235 9.5308 0.0046 -0.0012 0.0052
Si 6.4692 10.7992 13.7816 -0.0002 0.0002 0.0027
Si 10.3579 0.1094 15.964 0 0 0.0013
Si 5.6375 3.6612 11.1486 -0.0003 -0.0004 0.0013
Si 9.8511 3.8816 11.9241 0 -0.0002 0.0024
Si 2.3535 9.9164 15.5627 -0.0001 -0.0002 0.0015
Si 6.0853 8.1137 19.8053 0.0001 0 -0.0015
Si 6.9387 3.9697 22.3749 -0.0002 0.0002 -0.0017
Si 9.7507 2.7746 17.3592 0.0001 -0.0002 0.0002
O 7.202 6.37 13.9747 -0.0001 0 -0.0012
O 1.8914 7.0504 18.6811 -0.0001 0.0001 0.0007
O 10.2679 4.0551 16.5374 0 -0.0002 -0.0005
O 6.1715 9.9568 17.0472 0 -0.0001 -0.0003
O 10.1645 0.6479 14.4381 -0.0001 -0.0002 -0.0009
O 8.4533 6.1096 18.8575 0.0001 0 0.0005
O 5.1799 0.6675 14.3982 0.0001 -0.0002 -0.0012
O 5.7115 2.0523 17.5185 -0.0001 -0.0001 0.0001
O 8.3499 1.9337 20.5547 0 -0.0001 0.0009
O 1.9941 4.2913 18.4024 0.0001 -0.0002 0.0005
O 6.9336 2.8098 10.6082 0.0002 0.0001 -0.0003
O 4.8527 2.6921 12.1924 0 -0.0003 -0.001
O 6.0367 4.3847 16.3379 -0.0001 -0.0001 -0.0005
O 4.5312 3.945 9.9339 -0.0003 0.0003 -0.0006
O 10.6899 2.7659 21.5522 0.0002 0 0.0011
O 9.7382 6.1786 14.9657 -0.0002 -0.0001 -0.0012
O 6.0151 6.4783 19.8418 0 -0.0001 0.0008
O 4.0873 0.1629 18.2836 -0.0001 0 0.0005
O 9.2662 10.529 12.227 0 -0.0004 -0.0014
O 2.8509 4.3452 12.7213 0 0.0002 -0.0011
O 1.9134 10.7024 21.2151 0.0001 -0.0002 0.0011
O 3.9954 2.7161 19.3878 -0.0001 0 0.0007
O 0.7412 10.0388 15.972 0 0 -0.0006
O 1.2866 9.7958 18.8394 0 0 0.0006
O 1.7132 1.6582 19.2718 0 0 0.0006
O 8.9459 10.3926 16.4938 -0.0001 -0.0001 -0.0004
O 4.8863 8.5752 18.7939 -0.0001 -0.0002 0.0006
O 9.6095 8.7046 10.4604 -0.0001 -0.0007 -0.0017
O 6.7541 4.0801 18.8521 -0.0001 -0.0001 0.0007
O 2.8415 1.6939 13.402 0 -0.0001 -0.0012
O 5.8312 8.7631 21.2694 0 0.0001 0.0012
O 2.5105 2.4628 10.8766 -0.0003 0.0003 -0.0011
O 7.6223 4.8423 21.1719 -0.0001 -0.0002 0.001
O 5.2379 7.4634 12.5293 0.0001 0 -0.0015
O 0.4405 9.046 12.4931 0.0002 -0.0002 -0.0016
O 7.5991 1.0345 13.5525 0.0001 -0.0001 -0.0012
O 7.1221 9.6204 14.7423 -0.0001 -0.0001 -0.001
O 8.9777 4.9983 12.7236 -0.0001 -0.0004 -0.0014
O 8.1038 8.0355 16.9164 0 -0.0001 -0.0002
O 6.2175 2.5704 21.9061 0.0001 0 0.0011
O 2.4628 9.0608 14.1215 -0.0001 -0.0001 -0.0011
O 0.4272 4.4886 11.8688 -0.0002 -0.0004 -0.0013
O 0.8218 8.3111 20.9394 0.0001 0.0001 0.0012
O 9.3864 3.8356 10.3641 0.0005 0.0004 -0.0003
O 9.6753 2.3552 12.5138 0.0001 0.0005 -0.0014
O 7.6299 8.5561 19.3995 -0.0002 -0.0001 0.0008
O 2.5769 8.1748 11.3909 0.0001 0.0002 -0.0011
O 3.9945 3.0476 15.3509 -0.0001 -0.0002 -0.0009
O 0.8203 4.4781 14.4455 0 -0.0003 -0.0011
O 10.0513 2.9807 18.9505 0.0001 0 0.0008
O 9.1398 7.7759 12.9076 -0.0003 -0.0002 -0.0011
O 10.5161 0.5261 20.074 -0.0001 0 0.0008
O 6.0323 5.0318 11.9332 0.0002 0.0005 -0.0009
O 8.1515 2.7283 17.0062 -0.0001 -0.0001 -0.0001
O 3.5389 5.4643 16.7238 0 -0.0002 -0.0003
O 4.691 9.1211 10.3688 0.0004 -0.0002 -0.0004
O 1.5428 6.6652 13.1863 0.0002 0.0001 -0.0015
O 4.7616 5.4878 14.3398 0 0.0001 -0.0013
O 2.0478 3.8485 20.9233 -0.0001 0 0.0012
O 10.5573 1.425 16.9091 0 -0.0003 -0.0002
O 0.9603 6.0707 16.5519 0.0002 0 -0.0003
O 7.3313 10.949 21.9451 -0.0002 -0.0003 0.0009
O 5.9359 0.9088 19.9167 0.0001 -0.0002 0.0009
O 6.1157 10.0024 12.3827 -0.0002 -0.0005 -0.0016
O 2.8683 0.5352 15.6062 -0.0001 0.0001 -0.0008
O 7.0673 7.9881 10.7133 0.0002 0.0002 -0.0027
O 10.254 8.0091 18.6918 0.0001 -0.0001 0.0006
O 3.4547 9.1858 16.5852 0 -0.0001 -0.0003

Results
free energy: -137631.956 eV
free energy less fixed offsets of O -568.88, P -755.39, Si -635.61 eV per atom: -3.476 eV

The program warned: the cutoff lies below the one the program advises for these potential files; the forces do not sum to zero within the program's tolerance; the exchange-correlation potential is rough where the density is thin.
